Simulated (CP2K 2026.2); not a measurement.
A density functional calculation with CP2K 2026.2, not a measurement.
Periodic cell of 435 atoms, Si320O115, from a study of silicon, its oxide and their interface. The atomic structure is a simulated model.
Doubt: the forces sum to 1.08 eV/angstrom along one axis rather than to zero, so they err by at least 0.0025 eV/angstrom per atom on average; the grid cutoff is modest.

Settings
functional: PBE
method: Gaussian and plane waves
basis set: DZVP-MOLOPT-SR-GTH
pseudopotentials: GTH-PBE
grid cutoff: 350 Ry, relative cutoff 50 Ry
k points: Gamma only
occupations: fixed
spin: none
net charge: 0

Cell vectors (angstrom)
a 15.3866 0 0
b 0 15.3866 0
c 0.4475 3.8912 32.7669

Atoms and the computed forces on them: element, x, y, z (angstrom), force x, y, z (eV/angstrom)
Si 15.7352 17.0874 28.1398 0.1018 0.2871 0.7638
Si 0.4244 6.047 28.0132 0.0357 -0.3106 0.8061
Si 0.5062 10.3629 28.1147 0.0019 0.1476 0.5527
Si 0.5411 12.7561 28.1761 -0.066 -0.1608 0.4961
Si 4.2735 16.9859 28.0289 -0.0227 0.1917 0.7256
Si 4.2442 6.1852 27.9507 0.0502 -0.1522 0.7701
Si 4.2727 9.3378 27.894 0.053 0.1891 0.7679
Si 4.2982 13.844 28.091 -0.0091 -0.1558 0.7644
Si 8.1352 16.9006 27.9381 0.0251 0.2686 0.7948
Si 8.0984 6.6762 28.122 0.0949 -0.0413 0.6139
Si 8.2286 9.0634 28.228 -0.0489 -0.0201 0.6228
Si 8.1242 13.769 28.0668 0.077 -0.2062 0.7863
Si 12.0305 16.5097 28.0594 -0.0143 -0.0148 0.0181
Si 12.006 6.261 27.9919 -0.0608 -0.5675 0.142
Si 12.1049 9.4022 28.1186 -0.0822 0.1709 0.7932
Si 12.1381 14.1144 28.1099 -0.0009 0.0227 -0.0133
Si 2.3514 17.3173 29.3479 0.0054 0.005 -0.0049
Si 2.3644 5.8361 29.3258 -0.0108 0.0095 -0.0298
Si 2.4127 9.6933 29.3263 -0.0198 -0.0139 -0.0143
Si 2.3997 13.4639 29.4255 -0.013 0.015 -0.0024
Si 6.2338 17.3157 29.292 0.0042 -0.0013 -0.02
Si 6.1952 5.8983 29.2628 -0.0018 0.0083 -0.058
Si 6.2068 9.6563 29.2645 -0.014 -0.0032 -0.0282
Si 6.2223 13.5434 29.4135 0.0115 0.0214 -0.0175
Si 10.0951 17.2387 29.2316 -0.0583 0.029 -0.068
Si 10.0452 5.8857 29.2443 -0.0217 -0.0202 -0.0121
Si 10.1465 9.6621 29.3977 0.0166 0.0019 -0.0305
Si 10.1363 13.5156 29.2711 -0.0112 -0.0381 -0.0521
Si 13.8225 17.263 29.4169 0.0594 0.0626 -0.0305
Si 13.8895 5.839 29.3357 0.0389 -0.0519 -0.0065
Si 14.0135 9.7081 29.4128 0.0294 0.0309 -0.0296
Si 14.0082 13.4921 29.4006 0.0268 -0.0267 0.0192
Si 2.3836 3.888 30.653 -0.014 -0.0013 0.03
Si 2.3417 7.7605 30.6971 0.035 -0.0123 0.0129
Si 2.481 11.5564 30.7734 0.0379 -0.0084 0.0148
Si 2.3398 15.4142 30.7497 0.0177 0.0212 0.0226
Si 6.2349 3.9146 30.577 -0.0299 -0.0122 -0.0062
Si 6.1696 7.7693 30.7113 0.0374 0.0127 -0.0077
Si 6.2249 11.5655 30.6704 -0.0333 0.0135 -0.0067
Si 6.2274 15.4599 30.7637 -0.0163 0.0021 0.0416
Si 10.0702 3.8699 30.521 0.0299 0.0083 0.0125
Si 10.1176 7.7257 30.7472 -0.064 0.0076 -0.0103
Si 10.111 11.614 30.679 -0.0008 0.0229 -0.013
Si 10.0555 15.3997 30.7121 -0.0081 -0.018 -0.0109
Si 13.859 3.8796 30.6521 0.0538 0.0283 0.0587
Si 13.9688 7.7497 30.7334 -0.0431 -0.0308 0.0219
Si 13.8836 11.598 30.7844 0.0141 0.0041 0.0028
Si 13.9879 15.3838 30.8056 -0.0201 -0.0027 -0.0112
Si 15.8231 3.8833 32.0039 0.0057 -0.0088 -0.0128
Si 0.4697 7.7323 32.1043 0.0124 0.0015 0.0158
Si 0.4868 11.5822 32.0696 0.0022 0.0103 -0.0255
Si 0.4806 15.4325 32.1656 0.0381 0.0217 0.034
Si 4.3234 3.8973 31.9953 0.0053 -0.011 0.0069
Si 4.2673 7.7529 32.0732 -0.018 0.0031 0.012
Si 4.3675 11.5671 32.1239 0.0062 0.0126 0.0337
Si 4.2868 15.4327 32.0836 0.0195 0.0001 0.0003
Si 8.1643 3.8854 31.9466 -0.0014 0.0044 0.0014
Si 8.141 7.7496 32.0339 -0.0135 -0.0023 0.044
Si 8.1634 11.5936 32.0209 -0.0011 -0.0095 -0.0087
Si 8.1587 15.4246 32.0955 -0.0582 -0.0021 0.0113
Si 11.9412 3.8963 31.9995 -0.016 0.0012 -0.0009
Si 12.0312 7.7378 32.0927 0.0127 -0.0024 -0.0089
Si 11.9742 11.5861 32.1198 -0.0101 -0.006 0.0291
Si 11.9944 15.3933 32.069 0.0013 0.0105 -0.0362
Si 15.4358 13.4793 11.5793 0.0157 0.0095 0.0074
Si 15.4226 1.9172 11.5865 -0.0014 0.0037 -0.0046
Si 15.4532 5.7515 11.5626 0.0122 0.0106 0.0138
Si 15.42 9.6067 11.5403 -0.0088 0.0079 -0.0119
Si 3.7811 13.4731 11.5539 -0.0171 0.011 0.0067
Si 3.8241 1.9131 11.5898 0.0025 0.0029 -0.0025
Si 3.7966 5.7404 11.5602 -0.0316 0.0105 0.0113
Si 3.8327 9.601 11.5267 0.0006 0.009 -0.0059
Si 7.7391 13.4802 11.5378 0.0206 0.0031 0.0062
Si 7.6983 1.9304 11.5465 -0.0088 0.0034 -0.0119
Si 7.7401 5.7488 11.5338 0.0147 -0.0096 0.0079
Si 7.7104 9.617 11.5165 -0.0132 -0.0035 -0.0122
Si 11.5488 13.4848 11.5474 -0.0107 -0.0153 -0.001
Si 11.5724 1.9307 11.5602 -0.0038 -0.0069 -0.0285
Si 11.5512 5.7573 11.5475 -0.0145 -0.0061 0.0053
Si 11.5774 9.6157 11.5167 0.0167 0.001 -0.0164
Si 1.917 13.4623 13.0421 -0.0041 -0.0146 0.0194
Si 1.9247 1.9273 13.0114 0.0128 -0.0053 0.0137
Si 1.9262 5.7237 13.0465 -0.0006 -0.0047 -0.0103
Si 1.9362 9.5545 12.9263 0.0097 0.0103 -0.0132
Si 5.7562 13.4838 12.7907 0.0055 0.0064 -0.0505
Si 5.7691 1.8795 12.9109 0.0131 0.0282 -0.0119
Si 5.7706 5.7183 12.8023 0.0057 -0.0013 -0.0345
Si 5.7679 9.6376 12.8473 -0.0081 -0.0252 -0.0212
Si 9.6506 13.5096 12.946 -0.0002 -0.0059 0.0178
Si 9.631 1.9918 12.8871 -0.0135 -0.0104 -0.0159
Si 9.6454 5.7567 12.9525 0.0191 -0.0042 -0.0147
Si 9.65 9.5983 12.8465 -0.0005 0.0147 0.006
Si 13.4855 13.5021 12.8797 -0.018 -0.0095 -0.0318
Si 13.4962 1.9019 12.933 -0.0064 0.0147 0.028
Si 13.5063 5.7542 12.8516 0.003 0.001 -0.0407
Si 13.4969 9.6449 12.8851 0.0161 -0.023 -0.0076
Si 1.9004 15.427 14.4306 -0.0015 -0.0347 -0.0131
Si 1.9191 3.7971 14.4803 -0.0001 0.0567 -0.0176
Si 1.9258 7.6815 14.3843 0.02 -0.0355 -0.0131
Si 1.9358 11.4358 14.3172 0.0102 0.0375 -0.0115
Si 5.7492 15.3055 14.2403 -0.0032 -0.009 0.0084
Si 5.7645 3.834 14.2056 0.0176 -0.0175 -0.0274
Si 5.7709 7.6495 14.0919 -0.0219 0.0229 -0.0235
Si 5.7448 11.6126 14.1497 -0.0057 -0.0001 0.0175
Si 9.6188 15.5102 14.2659 -0.0076 -0.0315 -0.0325
Si 9.6581 3.8442 14.3549 -0.0223 0.0367 -0.0358
Si 9.6524 7.7162 14.2612 -0.008 -0.0282 -0.0214
Si 9.6692 11.5009 14.2016 -0.0065 0.0358 -0.0219
Si 13.4641 15.3663 14.3169 0.0066 -0.0103 0.0213
Si 13.5175 3.8568 14.2347 -0.0257 0.0151 -0.0064
Si 13.5082 7.681 14.1751 -0.0101 0.0355 -0.0437
Si 13.5218 11.5993 14.2251 0.0116 0.0082 0.0192
Si 15.3165 15.3779 15.8071 0.0458 -0.0041 0.0025
Si 15.2945 3.7899 15.7958 0.0474 -0.0316 0.0503
Si 15.3169 7.6829 15.685 0.0471 0.0232 0.0626
Si 15.3913 11.4687 15.6818 0.0228 -0.0195 -0.0046
Si 3.8973 15.3143 15.726 -0.0425 0.006 0.0181
Si 3.9543 3.7495 15.7297 -0.0188 -0.0162 0.0612
Si 3.9641 7.6251 15.5884 -0.0296 -0.0093 0.0781
Si 3.9012 11.4756 15.6251 -0.0384 -0.0324 0.0078
Si 7.673 15.411 15.5883 0.0383 0.0274 0.0305
Si 7.6506 3.8452 15.6103 0.0368 -0.0013 0.0886
Si 7.6488 7.7027 15.4766 0.013 -0.0241 0.0584
Si 7.686 11.5705 15.4445 0.0426 -0.0048 -0.0084
Si 11.5221 15.5649 15.6581 -0.051 -0.0181 -0.0226
Si 11.6548 3.9057 15.6488 -0.0661 -0.027 -0.006
Si 11.6219 7.7432 15.5609 -0.0162 0.0548 0.0171
Si 11.597 11.5832 15.564 -0.0408 0.007 -0.0159
Si 0.3616 13.3682 17.0279 -0.1894 0.0458 -0.758
Si 14.6055 17.2708 17.099 -0.2464 0.0072 -0.6208
Si 14.9792 5.7732 17.0394 0.1565 0.0145 -0.8229
Si 14.6531 9.5773 16.9379 -0.2299 0.0613 -0.6632
Si 3.5486 13.3427 17.0295 0.1815 0.0246 -0.7703
Si 4.5931 17.1947 16.9743 0.2261 0.0422 -0.6791
Si 4.3116 5.7163 16.9662 -0.1839 0.0174 -0.7946
Si 4.6428 9.538 16.7654 0.2278 0.0714 -0.7256
Si 8.0661 13.4467 16.819 -0.1582 0.0124 -0.8236
Si 7.0214 17.3135 16.8289 -0.3054 -0.0381 -0.6797
Si 7.4193 5.8328 16.8631 0.0669 -0.1013 -0.7912
Si 7.0968 9.651 16.6268 -0.3268 -0.0355 -0.5788
Si 11.1988 13.564 16.7986 0.1367 -0.0263 -0.7253
Si 12.1555 2.0571 17.0532 0.0953 -0.0193 0.0199
Si 11.8645 5.8794 16.9547 -0.553 0.0421 -0.2056
Si 12.208 9.6588 16.7755 0.3163 0.046 -0.6285
Si 1.7141 10.1531 21.6584 0.0547 -0.1351 0.0225
Si 1.6911 5.398 22.0918 0.0057 0.0632 -0.09
Si 2.1799 17.6964 21.91 -0.0923 -0.0419 -0.0567
Si 0.6458 3.8102 25.8554 -0.0592 0.009 0.131
Si 13.338 13.1319 19.0317 0.0309 0.0106 -0.1613
Si 14.9778 17.3908 20.2591 -0.1049 -0.0638 -0.0644
Si 7.157 10.116 19.493 0.0607 0.0833 0.0016
Si 9.7935 11.7271 23.7556 0.0511 0.1333 0.0204
Si 4.5205 11.6446 25.7718 -0.0106 -0.0097 0.1433
Si 10.5153 6.988 24.1878 -0.1391 -0.0307 0.0643
Si 9.8779 16.8417 23.5824 0.1132 0.0885 0.1149
Si 7.4418 17.585 19.9219 -0.0455 -0.0555 -0.0292
Si 12.7057 15.2827 21.0876 -0.0375 0.1242 -0.0952
Si 11.1613 2.9108 19.1351 -0.0152 -0.6831 -0.1179
Si 13.286 8.4099 24.2114 0.0958 0.0266 -0.0243
Si 3.2761 8.8011 19.5134 0.0774 -0.0057 -0.1348
Si 2.4929 15.3601 24.0866 -0.0231 -0.0324 0.0043
Si 9.4794 9.9379 21.3221 0.0228 -0.1051 -0.0938
Si 12.2883 10.9459 25.3195 -0.0238 -0.0393 -0.013
Si 5.0256 14.2635 21.5055 -0.0822 0.0369 0.0253
Si 14.4402 6.8293 21.7283 0.0442 0.0107 -0.0078
Si 10.0706 5.6092 18.5178 0.4723 0.2056 -0.4561
Si 3.0046 12.5797 23.1242 0.1024 0.071 0.1111
Si 5.9261 12.8726 19.063 -0.0826 0.006 -0.2102
Si 5.6072 15.2962 24.295 0.0083 -0.0233 -0.0266
Si 12.0983 10.2719 19.6811 -0.0953 0.0546 -0.0958
Si 14.7692 9.1881 20.0884 0.0003 0.0433 -0.2454
Si 7.3982 17.743 25.0307 0.1102 -0.1738 0.1551
Si 12.8174 13.8069 25.8907 -0.0644 0.0891 0.6082
Si 13.3283 4.2144 21.1296 -0.0009 -0.0468 -0.0045
Si 7.2396 12.7329 25.3129 0.0428 0.0419 0.0344
Si 13.6302 3.705 24.218 -0.082 -0.0057 0.0075
Si 0.4364 8.3579 26.0175 0.0453 0.1539 -0.0731
Si 15.6672 14.7676 26.1826 -0.039 -0.1577 -0.1308
Si 2.5511 7.8388 23.7039 -0.0877 0.0012 0.0248
Si 11.15 14.2973 23.4211 0.0787 -0.0293 -0.0706
Si 3.775 3.8341 25.8455 0.0428 0.051 0.25
Si 2.0022 6.2186 19.031 -0.0099 0.0215 -0.1464
Si 5.5783 7.6882 23.8928 -0.0625 -0.0158 -0.0248
Si 7.0421 5.0156 21.1753 0.03 -0.0365 -0.0088
Si 9.6253 6.7624 21.3628 -0.0003 -0.0036 -0.0593
Si 5.7202 7.6264 20.8005 -0.0689 0.0163 -0.0188
Si 5.8221 4.5817 23.9513 0.009 0.0028 -0.0836
Si 4.435 16.7915 20.1304 0.0325 -0.0358 -0.2185
Si 11.7149 5.111 26.0003 0.2127 0.2841 0.5394
Si 10.2554 16.9362 20.7356 0.2274 0.3327 -0.4688
Si 8.0271 8.072 25.5652 0.1034 -0.1397 0.1544
Si 11.8202 17.5439 25.9597 0.201 -0.3433 0.5419
Si 0.0142 13.4985 0.6724 0.0084 -0.005 0.0074
Si 0.0116 1.8943 0.6451 -0.0012 -0.0088 0.0019
Si 0.0172 5.7764 0.6747 -0.0055 0.0025 0.0069
Si 0.0348 9.5918 0.6978 -0.0186 0.002 0.0104
Si 3.8583 13.4866 0.6366 -0.0002 -0.0028 0.0002
Si 3.8527 1.9118 0.6261 0.0183 0.0075 -0.0046
Si 3.8682 5.7576 0.6969 -0.0053 -0.0047 0.0082
Si 3.8788 9.6194 0.6814 -0.0264 -0.0015 0.0133
Si 7.7131 13.491 0.6215 0.0085 0.0067 0.0084
Si 7.7065 1.9077 0.5932 0.0016 -0.001 -0.006
Si 7.7153 5.7791 0.6353 -0.0086 -0.0117 -0.0076
Si 7.7004 9.6018 0.6625 0.003 -0.0059 0.0106
Si 11.5362 13.4644 0.615 0.0113 0.0118 0.0043
Si 11.5463 1.9028 0.6419 -0.0049 -0.0037 0.0085
Si 11.5445 5.7634 0.687 -0.0002 0.0046 0.0089
Si 11.5352 9.6146 0.6987 0.0206 -0.0121 0.0205
Si 1.9455 13.4884 2.0194 -0.0017 0.0035 0.0047
Si 1.939 1.9002 2.005 -0.0053 0.0056 -0.0013
Si 1.9365 5.7736 2.0399 0.0249 -0.0033 0.0054
Si 1.9557 9.6054 2.046 0.016 0.0068 0.002
Si 5.7893 13.4773 1.9926 -0.0033 -0.0157 -0.0077
Si 5.789 1.9088 1.9784 -0.0034 0.0089 -0.0046
Si 5.8054 5.7639 2.023 -0.0203 -0.0102 0.0052
Si 5.793 9.6151 2.0396 -0.0001 0.0048 -0.0034
Si 9.6267 13.4745 2.0024 -0.0102 -0.0056 -0.0094
Si 9.6141 1.916 1.9929 0.0121 0.0193 -0.0045
Si 9.6171 5.7655 2.0308 0.0063 -0.0121 0.003
Si 9.6128 9.6092 2.044 -0.0084 0.001 0.0001
Si 13.4559 13.4769 1.9989 0.0164 -0.0148 -0.0004
Si 13.4709 1.8993 2.004 0.0032 0.0061 -0.0002
Si 13.4775 5.7742 2.0292 -0.0074 -0.003 -0.001
Si 13.4787 9.6052 2.0331 -0.0056 0.0145 0.0054
Si 1.9418 15.3903 3.3938 0.005 -0.0052 0.0033
Si 1.9372 3.83 3.3687 -0.0016 0.0006 -0.0072
Si 1.9446 7.6888 3.4081 -0.0095 0.0079 -0.0011
Si 1.9434 11.5508 3.3754 -0.0071 -0.0009 -0.0034
Si 5.7847 15.3891 3.3647 0.0031 -0.0016 -0.0054
Si 5.7969 3.8278 3.3609 0.0118 0.0082 0.0013
Si 5.7886 7.6849 3.3911 -0.0158 0.002 0.0002
Si 5.7927 11.5558 3.3719 0.0041 -0.0023 0.0041
Si 9.6265 15.3901 3.3732 0.0047 0.0001 0.0007
Si 9.6197 3.8318 3.3742 -0.0084 -0.0049 0.0106
Si 9.6234 7.6855 3.4013 0.0034 0.0061 0.0066
Si 9.6196 11.5506 3.38 -0.0028 -0.0033 0.0071
Si 13.4683 15.3803 3.3791 0.0068 0.001 0.0018
Si 13.4746 3.8331 3.3621 -0.0014 0.0012 0.0009
Si 13.4746 7.6885 3.3978 -0.0004 -0.0024 0.0008
Si 13.4741 11.548 3.3655 0.0092 -0.0013 -0.0043
Si 15.3936 15.382 4.7366 -0.0044 -0.0001 0.0039
Si 15.3968 3.8348 4.7269 -0.0031 -0.0064 -0.0061
Si 15.3988 7.6907 4.7532 0.0025 0.0007 -0.002
Si 15.3979 11.5465 4.7303 -0.0036 0.0081 0.0083
Si 3.8707 15.3872 4.7403 -0.0015 0.0032 0.003
Si 3.8682 3.8361 4.7229 0.0053 -0.0067 0.0016
Si 3.8702 7.6869 4.7572 -0.0018 -0.0086 0.0038
Si 3.8683 11.5466 4.7368 0.012 0.0055 0
Si 7.7017 15.3851 4.7361 -0.0081 0.0026 0.0043
Si 7.7028 3.8334 4.7437 0.0016 -0.0084 -0.003
Si 7.702 7.6892 4.7625 -0.0021 -0.0086 -0.0043
Si 7.7024 11.5489 4.7509 -0.0095 0.0101 0.0046
Si 11.5497 15.3879 4.7394 0.0104 0.01 0.0004
Si 11.554 3.8384 4.7284 -0.0036 -0.0015 0.0007
Si 11.553 7.6885 4.7555 0.0049 -0.004 0.0016
Si 11.5545 11.5432 4.7354 0.0012 0.0039 -0.0056
Si 15.3961 13.4631 6.0995 0.0113 0.0077 -0.0004
Si 15.3911 1.919 6.0935 0.0013 -0.0018 -0.0042
Si 15.401 5.7554 6.0954 -0.0009 0.0042 -0.0052
Si 15.3943 9.6231 6.0985 0 -0.0062 -0.0035
Si 3.8661 13.4657 6.1037 -0.0098 0.0042 -0.0032
Si 3.8682 1.9225 6.0975 -0.0002 -0.001 0.0005
Si 3.8634 5.7531 6.0991 -0.0025 0.0084 -0.0028
Si 3.8691 9.6214 6.1041 -0.0072 0.0045 -0.0045
Si 7.6995 13.4707 6.1122 0.0104 -0.0017 0.0036
Si 7.6984 1.9152 6.1074 0.0061 0.0038 0.0067
Si 7.7026 5.7562 6.1107 -0.0035 -0.0019 0.0024
Si 7.6986 9.6211 6.1147 0.0026 -0.0037 -0.0005
Si 11.5584 13.4652 6.1022 -0.006 0.0011 0.0004
Si 11.5615 1.9227 6.0998 0.0007 -0.0049 0.0033
Si 11.5568 5.7566 6.103 0.0019 -0.0027 0.0008
Si 11.5612 9.6206 6.1056 0.0004 -0.0073 -0.0002
Si 1.9348 13.4655 7.4537 0.0025 0.0003 -0.0069
Si 1.9332 1.9191 7.4394 -0.0037 -0.001 -0.0056
Si 1.9364 5.754 7.4562 0.0016 -0.0108 -0.007
Si 1.9347 9.6175 7.4495 0.0003 0.0031 0.0024
Si 5.7773 13.4681 7.4814 -0.0013 0.0032 -0.0009
Si 5.7769 1.9182 7.4794 -0.0027 0.0029 0.0037
Si 5.7766 5.7559 7.471 -0.0023 -0.0088 -0.0062
Si 5.778 9.6182 7.4893 -0.0014 -0.0016 0.0056
Si 9.6335 13.4689 7.4589 -0.0024 0.0058 -0.0059
Si 9.6341 1.9213 7.4479 0.0042 0.0006 -0.0004
Si 9.6333 5.7595 7.4636 -0.002 -0.0059 -0.0022
Si 9.6344 9.6179 7.4583 -0.004 0.0077 0.0035
Si 13.4814 13.4682 7.4726 0.0048 -0.001 -0.0027
Si 13.4819 1.921 7.4732 0.0054 0.0074 -0.0004
Si 13.4846 5.757 7.4633 0.0023 -0.0045 -0.0039
Si 13.4831 9.6195 7.4795 0.0032 0.0046 0.0029
Si 1.93 15.3937 8.8056 0.0016 0.0034 -0.0095
Si 1.9317 3.826 8.8126 -0.0025 -0.0009 -0.005
Si 1.9358 7.6879 8.8019 -0.0037 0.0051 -0.0032
Si 1.927 11.5403 8.8076 0.0013 0.024 -0.0011
Si 5.7696 15.3873 8.8535 -0.002 0.0075 0.0081
Si 5.7664 3.8415 8.8434 0.0044 0.0127 0.0016
Si 5.775 7.6752 8.8367 -0.0102 -0.0106 -0.0024
Si 5.7724 11.549 8.8506 -0.0042 0.0044 0.0076
Si 9.6388 15.3959 8.8137 0.0042 -0.014 -0.0049
Si 9.6369 3.8313 8.8179 -0.0009 -0.0108 -0.0044
Si 9.6372 7.6913 8.8146 0.0064 -0.0101 -0.0008
Si 9.6373 11.5437 8.8126 0.0026 0.0078 -0.006
Si 13.4901 15.389 8.8445 -0.0005 0.0081 0.0003
Si 13.4917 3.8436 8.8389 -0.0008 -0.0027 -0.0041
Si 13.4913 7.6777 8.8275 0.0067 -0.0138 -0.005
Si 13.488 11.5495 8.8424 0.0014 -0.0045 0.0025
Si 15.4267 15.3922 10.2033 -0.0146 0.0008 -0.0064
Si 15.422 3.8299 10.2025 -0.0263 -0.0012 0.0008
Si 15.4231 7.6764 10.1887 -0.0186 0.0049 -0.0061
Si 15.4205 11.5511 10.2048 -0.0166 -0.0106 -0.0015
Si 3.819 15.3943 10.1974 0.013 0.0009 0.0009
Si 3.827 3.822 10.2 0.0254 -0.0039 0.003
Si 3.8345 7.6671 10.1864 0.0262 0.0078 -0.0028
Si 3.8211 11.5437 10.1915 0.0128 -0.0081 0.0036
Si 7.7237 15.398 10.1796 -0.0128 0.0083 -0.0001
Si 7.7117 3.837 10.1706 -0.0197 -0.0108 0.0043
Si 7.7161 7.6804 10.1773 -0.0225 0.0052 0.0018
Si 7.7241 11.552 10.1785 -0.0084 -0.0047 0.0031
Si 11.5526 15.4011 10.1865 0.0185 0.009 0.0013
Si 11.5591 3.8408 10.1835 0.0224 -0.0091 0.0023
Si 11.5612 7.6803 10.1775 0.0191 0.0034 -0.0022
Si 11.5517 11.5553 10.1844 0.0086 -0.0033 -0.0031
O 4.5005 13.2194 18.3587 0.133 -0.1187 0.2706
O 15.1211 17.1287 18.6671 0.3558 -0.2497 0.2017
O 13.4174 5.848 17.5865 -0.2034 0.0077 0.1366
O 8.3352 5.842 21.6882 -0.0222 -0.2685 0.1737
O 12.2007 13.7304 18.0659 0.0809 0.3867 0.289
O 4.2102 13.0131 22.1315 0.3083 -0.3533 -0.3037
O 7.6363 17.3347 18.345 0.2613 -0.2449 0.1475
O 3.3138 5.6496 18.2565 0.1478 -0.0392 0.4123
O 5.8839 5.8083 17.4772 0.0069 0.2729 0.376
O 10.6686 12.8324 22.9355 0.0402 -0.237 -0.5016
O 6.0865 13.6375 20.4699 0.599 -0.0703 -0.0004
O 4.017 15.2452 24.6446 -0.0593 -0.2248 0.3163
O 8.5656 6.0231 18.0244 -0.0559 0.1619 0.1867
O 11.5809 14.3072 24.9776 -0.4384 0.347 0.2699
O 9.6377 13.4483 17.3094 0.0236 -0.3519 0.2649
O 6.4846 14.1293 24.9912 0.1689 0.2338 0.1229
O 8.4121 17.4282 23.8187 -0.1558 0.2451 -0.4394
O 11.5586 9.64 18.2935 -0.5633 -0.3539 0.127
O 4.2791 12.8832 26.783 -0.0675 0.0258 -0.2217
O 1.6403 7.9125 25.0405 0.0766 -0.0268 0.16
O 15.1216 7.6636 20.5174 0.5018 -0.3551 -0.0511
O 15.085 9.5161 18.5346 0.3681 0.1649 0.1886
O 15.5768 17.9831 26.7974 -0.2075 -0.1587 0.0337
O 10.6141 6.5847 22.6279 0.5008 -0.1332 -0.1266
O 9.1939 7.8802 24.4594 0.0953 0.0773 -0.3029
O 6.0069 17.0452 20.4092 0.0584 -0.1464 0.5503
O 8.0636 17.6613 26.4995 0.0959 0.5498 -0.3215
O 9.2893 8.3383 21.2334 -0.5192 -0.0442 -0.078
O 14.401 8.0616 25.3227 -0.2733 -0.413 0.3127
O 0.6823 13.2505 26.5928 0.3981 -0.4492 -0.5738
O 4.0717 8.2356 24.0932 0.1694 0.5258 0.4933
O 2.095 7.8432 18.9551 -0.4723 0.1824 -0.1934
O 7.9341 6.7006 26.461 0.0013 -0.3678 -0.2876
O 4.166 10.2617 26.5441 -0.1926 -0.1289 -0.2177
O 14.6899 3.5801 20.518 0.4847 0.2708 -0.0141
O 12.914 11.6292 19.3856 0.2263 -0.2139 0.27
O 3.5162 17.7886 20.9992 0.2606 0.5454 -0.1995
O 10.0396 3.9779 18.6108 -0.5019 -0.1311 -0.1685
O 4.4372 3.8621 24.3728 -0.2856 -0.5019 -0.3961
O 5.6977 6.1379 24.2814 0.2919 -0.0922 0.5154
O 4.2475 7.7516 27.4235 -0.1603 0.0608 -0.2252
O 15.7068 15.5487 27.5994 -0.1938 -0.3106 0.4357
O 11.8643 7.7645 24.5959 0.0224 0.1792 0.2514
O 15.7041 5.1679 26.649 -0.2882 0.0752 -0.2747
O 0.6369 5.7571 18.2955 -0.0015 -0.1717 0.2345
O 7.8677 9.803 18.0784 0.4238 0.0199 0.2051
O 12.2562 10.2951 26.7838 -0.0045 0.0877 0.0921
O 2.7065 10.0204 20.3896 0.1148 0.5118 -0.3465
O 7.5045 3.7909 20.2325 0.255 0.2264 -0.1549
O 0.5284 9.905 26.5121 0.1014 0.2873 -0.5661
O 10.3019 6.2672 19.9835 0.2875 0.2148 0.19
O 4.2768 15.4068 27.5669 0.1138 -0.005 -0.3716
O 2.0389 5.6578 20.5357 0.2767 -0.0331 0.0142
O 6.5265 8.718 19.9552 -0.0142 -0.2748 -0.2988
O 2.6018 6.3382 23.066 0.65 -0.3683 0.1376
O 4.2664 17.9384 26.7012 0.2741 0.0068 -0.2476
O 11.3365 3.6174 26.5147 -0.4175 0.078 0.4014
O 15.5931 10.177 21.0708 -0.3007 0.6619 0.0304
O 8.3575 9.3006 26.5828 0.1672 0.5225 -0.4278
O 15.2275 3.7622 24.4601 0.1366 -0.0368 -0.3845
O 0.5181 7.5673 27.4286 0.2424 0.3057 0.3231
O 7.1386 13.3971 18.1443 0.0363 0.2196 0.3921
O 6.0126 7.897 22.357 0.5392 0.0547 0.1243
O 2.3894 16.6666 23.1432 -0.1972 0.3005 0.3091
O 8.1218 15.3142 27.5314 0.2238 0.0722 -0.4299
O 3.5946 11.8863 24.4678 -0.3612 -0.3271 -0.0505
O 10.7369 11.2477 24.9748 -0.1848 0.02 0.5246
O 12.0645 7.8564 27.6073 0.1836 -0.0175 -0.2963
O 6.9454 3.8929 24.8765 0.125 0.4097 0.5243
O 10.4547 5.6878 25.148 -0.7261 -0.1848 0.0783
O 6.0462 11.2774 19.2988 -0.1935 -0.3003 0.221
O 13.3258 5.8264 21.1325 -0.4548 0.3328 -0.1103
O 6.6336 8.4502 24.8402 -0.1469 0.4039 -0.0927
O 4.1186 9.4393 18.3138 -0.1558 0.2512 0.4137
O 13.1812 9.2984 20.3606 -0.1539 -0.3824 0.4352
O 6.1732 16.7059 24.8318 -0.5719 0.1612 -0.1525
O 1.9172 8.8818 22.6417 -0.0268 -0.1177 -0.1647
O 15.5616 5.8851 22.4061 -0.1686 -0.0841 0.3111
O 4.0919 15.2859 20.645 -0.3978 -0.3097 -0.2676
O 13.3658 14.018 20.3612 0.2041 0.0269 0.2749
O 13.7298 16.5287 20.8777 -0.2113 -0.0221 0.2459
O 0.9717 17.0658 21.0189 0.1351 -0.4606 0.0726
O 8.3973 12.368 24.2523 -0.2333 0.0933 -0.1926
O 10.8587 10.4472 20.6673 0.0939 0.3083 0.1973
O 14.8061 13.2066 18.3575 -0.1086 -0.0751 0.2755
O 7.9686 12.8144 26.7581 0.2727 -0.2199 -0.2691
O 14.1434 14.7331 25.6118 -0.1163 0.5358 -0.442
O 2.0216 11.5235 22.4227 -0.4081 0.2855 0.2041
O 13.2151 3.6835 22.662 -0.2095 -0.0979 -0.1333
O 13.1084 17.7626 24.9871 0.1973 -0.4891 -0.1002
O 11.2101 15.6159 20.5179 -0.089 -0.5373 -0.0648
O 1.8793 3.8239 22.4011 -0.1174 0.0617 0.2502
O 12.9678 4.9955 24.9549 0.4006 0.5155 -0.1179
O 4.1335 17.0372 18.5562 -0.3939 0.0643 0.1659
O 2.1585 13.9363 23.3843 -0.4956 -0.0542 -0.0904
O 12.1788 3.7513 20.1042 -0.2144 0.2959 -0.0166
O 9.8532 15.2514 23.2702 -0.5076 -0.3423 -0.3992
O 8.2483 10.6328 20.5494 -0.2297 0.6558 -0.0558
O 6.0841 11.5978 25.3397 0.0793 -0.5744 -0.2122
O 13.0197 10.0104 24.2152 0.1336 0.247 -0.4967
O 5.7494 15.0969 22.6899 0.5272 0.2052 -0.0559
O 2.2074 3.7209 25.571 0.1387 -0.0945 -0.1213
O 9.4717 10.4483 22.8417 -0.2295 -0.3652 0.1818
O 1.3558 15.4973 25.2313 0.1496 0.1977 0.2286
O 12.4481 14.8658 22.6286 0.4166 -0.0166 0.3459
O 4.1462 5.1909 26.6568 -0.1223 0.2046 -0.3692
O 6.1223 6.1085 20.4092 -0.3664 -0.1618 -0.3389
O 6.1931 4.381 22.3965 -0.1168 -0.5166 -0.3111
O 13.8081 7.857 22.7953 0.1059 -0.0443 -0.0321
O 13.1711 12.2963 25.4155 0.4576 -0.1259 -0.0195
O 10.6688 17.0248 24.9643 -0.194 -0.2443 0.1751
O 8.6397 16.7403 20.6264 -0.0501 -0.5988 0.1112
O 10.531 17.5167 22.2532 0.4793 0.4901 0.236
O 1.955 13.3797 17.4805 -0.0856 -0.2686 0.2756
O 4.1628 7.8428 20.4666 -0.2904 -0.4724 0.1778

Results
total energy: -84656.544 eV
total energy less fixed offsets of O -438.35, Si -107.03 eV per atom: 3.306 eV
